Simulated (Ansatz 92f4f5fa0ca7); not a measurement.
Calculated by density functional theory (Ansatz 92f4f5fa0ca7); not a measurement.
Periodic cell of 226 atoms, Si132O92P2, from a study of silicon, its oxide and their interface. The atomic structure is a simulated model.
Doubt: the cutoff is far below the 930 eV that the study's wrapper takes by default for these files, so forces and energies are approximate.
This geometry differs little from another in the collection (a relaxation step or a small displacement).

Settings
functional: PBE
potential files: Ansatz PAW
basis: plane waves
wave-function cutoff: 580 eV
density cutoff ratio: 5
exchange-correlation grid ratio: 1
k mesh: 1 x 1 x 1, Gamma-centred
self-consistency stop: 5e-08 eV per atom in the density residual
occupations: fixed
spin: none
net charge: 0

Cell vectors (angstrom)
a 10.938 0 0
b 0 10.938 0
c 0 0 31.9494

Atoms: element, x, y, z (angstrom)
Si 10.6033 -0.0568 24.5211
Si 5.1367 0.0016 24.7069
Si 2.8841 2.1775 24.5044
Si 8.5441 2.3522 24.5981
Si 10.6492 5.3988 24.2164
Si 5.1684 5.5708 24.4278
Si 2.9555 7.8846 24.3981
P 8.6687 7.555 24.2289
Si 1.321 1.0782 25.85
Si 6.8032 1.2887 25.8027
Si 3.9635 3.9876 25.7114
Si 9.6969 3.9394 25.8526
Si 1.1751 6.8081 25.571
Si 6.8778 6.7137 25.639
Si 3.9954 9.3772 25.966
P 9.3649 9.5913 25.9229
Si 2.6677 -0.1728 27.2986
Si 8.2091 0.0465 27.2749
Si 0.1223 2.6335 27.2211
Si 5.4304 2.721 27.1225
Si 2.6098 5.4509 27.0452
Si 8.208 5.3584 27.0857
Si -0.0916 8.2297 27.0826
Si 5.5846 8.1018 27.129
Si 4.0874 1.3188 28.5122
Si 9.5761 1.4085 28.597
Si 1.4051 4.0881 28.5514
Si 6.8044 4.0808 28.5052
Si 4.0883 6.7884 28.4379
Si 9.5362 6.7886 28.4567
Si 1.2677 9.4761 28.6026
Si 6.8519 9.5337 28.5507
Si -0.0223 -0.0033 29.9299
Si 5.4747 -0.0166 29.8929
Si 2.7634 2.7166 29.9022
Si 8.1792 2.7657 29.9137
Si -0.0045 5.4641 29.8752
Si 5.4489 5.4635 29.8719
Si 2.7465 8.1595 29.8839
Si 8.2247 8.1727 29.8915
Si 1.3673 1.3673 31.2657
Si 6.8362 1.3673 31.2657
Si 4.1018 4.1018 31.2657
Si 9.5708 4.1018 31.2657
Si 1.3673 6.8362 31.2657
Si 6.8362 6.8362 31.2657
Si 4.1018 9.5708 31.2657
Si 9.5708 9.5708 31.2657
Si 2.7345 0 0.6835
Si 8.2035 0 0.6835
Si 0 2.7345 0.6835
Si 5.469 2.7345 0.6835
Si 2.7345 5.469 0.6835
Si 8.2035 5.469 0.6835
Si 0 8.2035 0.6835
Si 5.469 8.2035 0.6835
Si 4.0985 1.3756 2.0644
Si 9.5953 1.3476 2.0449
Si 1.3537 4.1339 2.0563
Si 6.8303 4.1287 2.0452
Si 4.0915 6.8438 2.0452
Si 9.5689 6.8414 2.0644
Si 1.3629 9.597 2.0572
Si 6.8272 9.6111 2.0492
Si 0.0315 0.0299 3.4746
Si 5.4827 0.0352 3.4546
Si 2.717 2.7657 3.4044
Si 8.2529 2.7718 3.3444
Si 0.0245 5.5137 3.4721
Si 5.4744 5.5182 3.4268
Si 2.7368 8.2337 3.4005
Si 8.2419 8.2853 3.3892
Si 1.3805 1.4469 4.8469
Si 6.9121 1.4651 4.7329
Si 4.0635 4.145 4.7595
Si 9.6017 4.071 4.7781
Si 1.3679 6.9629 4.8444
Si 6.8422 6.9801 4.7292
Si 4.0971 9.5646 4.7914
Si 9.6232 9.5726 4.8437
Si 2.7583 0.0226 6.1399
Si 8.2945 0.1074 6.0972
Si 0.0166 2.7865 6.305
Si 5.5139 2.825 6.0738
Si 2.7529 5.5776 6.1407
Si 8.2526 5.5828 5.9545
Si 0.0475 8.2935 6.373
Si 5.5004 8.2884 6.223
Si 4.4243 1.1667 7.3289
Si 9.8127 1.136 7.621
Si 1.1777 4.4869 7.5086
Si 6.6441 4.5279 7.2514
Si 4.3252 6.6889 7.5387
Si 9.7277 6.5959 7.4972
Si 1.2821 9.9266 7.7055
Si 6.7216 9.9493 7.4167
O 9.5595 1.1441 24.0243
O 4.073 6.7342 23.9348
O 4.0892 1.1192 24.0372
O 9.3138 6.1907 23.503
O -0.0267 5.5309 8.0172
O 5.5716 0.1113 7.9142
O 0.075 0.0778 8.1487
O 5.5344 5.5962 7.8838
O 7.6041 3.9482 8.442
O 8.7155 7.0235 8.7521
O 2.1818 9.4391 9.0441
O 8.8925 1.6596 8.9217
O 7.6134 9.4517 8.7183
O 3.605 1.8039 8.5989
O 3.5837 7.2042 8.944
O 2.0584 3.9882 8.8242
O 8.1241 3.3768 23.3723
O 0.5506 4.7452 22.9416
O 1.9854 2.5429 23.1742
O 5.8053 4.8003 23.1058
O 5.7136 9.8308 23.6252
O 2.4617 8.665 23.0197
O 0.1405 9.923 23.2287
O 7.9046 8.3351 22.9767
Si 8.655 7.6022 18.4693
Si 8.7854 6.3047 13.6554
Si 3.7965 1.4711 14.7472
Si 2.1341 5.6555 17.6542
Si 2.4275 3.0207 19.459
Si 9.809 8.9739 12.0913
Si 1.2687 9.3486 22.1424
Si 9.1776 0.9035 13.2122
Si 1.4226 4.9965 13.0462
Si 1.7917 8.198 12.8235
Si 6.7379 9.3938 22.4522
Si 4.5225 4.5323 15.7238
Si 8.2063 2.9954 9.5898
Si 0.8314 8.1336 19.3221
Si 6.9642 1.2192 21.1104
Si 8.2192 8.2818 9.678
Si 10.89 5.1558 15.6294
Si 7.5833 9.422 16.3414
Si 9.9249 1.95 20.2826
Si 3.2129 8.4845 9.923
Si 6.6982 3.2534 17.4028
Si 1.1386 0.1038 19.813
Si 3.2363 2.7566 12.3108
Si 7.2069 5.2855 19.6934
Si 5.7466 8.6215 11.5627
Si 5.7849 6.0225 13.2247
Si 4.6389 9.6028 17.6444
Si 1.083 3.4163 22.1437
Si 4.923 1.3764 18.7988
Si 3.1883 3.0575 9.5298
Si 6.4621 10.7602 13.817
Si 10.3581 0.0481 15.984
Si 5.657 3.6162 11.1671
Si 9.84 3.8429 11.9286
Si 2.35 9.8488 15.5621
Si 6.0704 8.0166 19.8343
Si 6.9195 3.8533 22.3849
Si 9.7577 2.7133 17.3659
O 7.1951 6.3258 14.0005
O 1.8691 6.9361 18.7443
O 10.2875 3.9884 16.5477
O 6.173 9.8535 17.0797
O 10.1574 0.6228 14.476
O 8.434 6.0174 18.8711
O 5.1802 0.6263 14.4549
O 5.7469 1.9403 17.5173
O 8.3481 1.8443 20.574
O 1.9857 4.1785 18.3784
O 6.9568 2.7669 10.6387
O 4.8718 2.6544 12.2252
O 6.026 4.3037 16.3504
O 4.5533 3.8948 9.959
O 10.7312 2.609 21.5424
O 9.7284 6.118 14.9902
O 5.9987 6.3806 19.8565
O 4.0914 0.0714 18.2904
O 9.2518 10.4964 12.2824
O 2.8536 4.2952 12.7353
O 1.7961 10.6509 21.2773
O 4.0075 2.6168 19.3521
O 0.7385 9.9729 15.9877
O 1.3002 9.6776 18.886
O 1.7186 1.5402 19.2692
O 8.9513 10.3206 16.522
O 4.8698 8.4918 18.8284
O 9.5692 8.7015 10.498
O 6.7379 3.9856 18.8528
O 2.8512 1.6488 13.4134
O 5.8396 8.6472 21.3161
O 2.5388 2.4084 10.8846
O 7.5975 4.7163 21.1708
O 5.2124 7.4284 12.5743
O 0.4248 9.0084 12.5186
O 7.5895 1.0007 13.6047
O 7.1221 9.5739 14.7704
O 8.9789 4.9681 12.7337
O 8.1109 7.9611 16.9376
O 6.2172 2.4324 21.9306
O 2.4586 9.0041 14.1204
O 0.4243 4.4305 11.8854
O 0.7673 8.2331 20.997
O 9.3811 3.7938 10.3738
O 9.6594 2.3258 12.5492
O 7.6132 8.4603 19.4233
O 2.5413 8.1256 11.3704
O 3.9675 2.9923 15.389
O 0.8332 4.439 14.4604
O 10.0366 2.9196 18.964
O 9.138 7.7452 12.9551
O 10.4751 0.4272 20.0055
O 6.0323 4.9929 11.9596
O 8.1623 2.6718 16.9984
O 3.5386 5.4085 16.7558
O 4.661 9.098 10.4144
O 1.5368 6.6178 13.1871
O 4.7586 5.4366 14.3679
O 2.0773 3.7316 20.8881
O 10.5625 1.355 16.9434
O 0.9539 6.0138 16.5799
O 7.3786 10.8005 21.9213
O 5.9446 0.8008 19.9261
O 6.0788 9.9727 12.4307
O 2.8554 0.4707 15.6156
O 7.0452 7.9704 10.7815
O 10.2394 7.9146 18.734
O 3.45 9.1098 16.5906

Results
free energy: -137746.369 eV
free energy less fixed offsets of O -568.88, P -755.39, Si -635.61 eV per atom: 1.891 eV

Forces (eV/angstrom), in the order of the atoms: element, x, y, z
Si 0.0073 0.0065 -0.0018
Si 0.0122 -0.0101 -0.005
Si -0.0032 0.0038 -0.0002
Si -0.0054 0.0038 0.0015
Si 0.0098 -0.0047 0.024
Si -0.0005 0.0053 0.0174
Si 0.0012 -0.0046 0.0134
P 0.0294 0.0136 0.0199
Si -0.0024 -0.0055 0.0011
Si 0.0082 -0.012 -0.0132
Si -0.0068 0.0064 -0.0078
Si -0.004 0.0038 0.001
Si 0.0016 0.0012 -0.0049
Si -0.015 0.0006 -0.0057
Si 0.008 -0.0077 0.0009
P 0.0121 -0.0264 -0.0297
Si -0.0024 -0.0043 -0.0014
Si -0.0044 0.0295 0.0334
Si -0.0005 0.0047 0.0032
Si 0.0035 0.0053 0.0173
Si -0.0007 0.0022 0.002
Si 0.0071 -0.0043 -0.0022
Si 0.0061 -0.0012 0.0105
Si -0.0024 0.0024 -0.0049
Si 0.0019 0.0032 -0.0005
Si -0.0065 -0.0081 -0.007
Si -0.0005 -0.0037 -0.0017
Si -0.0048 -0.0015 -0.0014
Si 0.0022 -0.0019 -0.0028
Si 0.0005 0.0002 -0.0032
Si -0.0042 0.0041 -0.0002
Si -0.0016 -0.0014 -0.0016
Si 0.0015 -0.0017 0.0004
Si 0.0024 0.0008 0.0015
Si -0.001 0.0017 0.0008
Si 0.0008 0.0011 -0.0006
Si 0.0016 0.0002 -0.0005
Si 0.0008 -0.0007 -0.0017
Si 0.0005 -0.0008 -0.0003
Si -0.0004 0.0009 0.0024
Si 0.1386 0.0377 -0.0144
Si 0.0255 -0.0089 -0.0382
Si 0.1193 -0.0902 0.0155
Si -0.0753 0.1752 0.0252
Si 0.0371 -0.1931 -0.0689
Si -0.0408 -0.0676 -0.1777
Si -0.0777 -0.0887 -0.1338
Si -0.1751 -0.1986 0.1437
Si 0.0231 0.0757 0.0374
Si -0.0275 0.043 -0.0979
Si 0.0577 0.0716 0.0292
Si -0.0263 0.0628 0.1058
Si -0.0814 -0.0297 -0.0529
Si 0.0505 0.1106 0.0061
Si 0.0174 0.0785 0.1265
Si 0.0376 0.0934 0.0824
Si 0.001 -0.001 0.0003
Si 0 0.0001 -0.0004
Si -0.0009 0.0001 0
Si 0.0006 -0.0007 -0.0003
Si -0.0004 0.0002 -0.0001
Si 0.0008 -0.0007 -0.0001
Si 0.0006 -0.0003 -0.0004
Si -0.0004 0.0005 0.0001
Si 0.0004 -0.0001 -0.0001
Si -0.0002 -0.0004 0.0006
Si -0.0001 -0.0001 -0.0004
Si 0 0.0003 0.0005
Si 0.0003 0.0001 0.0002
Si 0.0003 0.0002 0.0003
Si 0.0002 -0.0004 0.0002
Si 0.0001 0 0.0001
Si 0 -0.0003 -0.0001
Si 0.0002 -0.0008 -0.0005
Si 0.0007 -0.0008 -0.0001
Si 0.0004 -0.0005 -0.0004
Si -0.0005 -0.0004 -0.0006
Si 0.0002 -0.0007 0.0001
Si 0.0006 0.0002 -0.0004
Si -0.0001 -0.0007 -0.0001
Si -0.0001 -0.0005 -0.0001
Si -0.0003 0.0004 -0.0004
Si -0.0003 0.0001 -0.0004
Si -0.0002 0.0002 -0.0002
Si -0.0005 0.0002 0
Si -0.0004 -0.0001 -0.0005
Si 0.0003 -0.0005 0
Si -0.0005 -0.0001 -0.0004
Si -0.0001 -0.0008 -0.0005
Si 0.0003 -0.0006 0.0001
Si -0.0009 -0.0006 0
Si -0.0005 0.0001 -0.0002
Si 0.0005 -0.0007 0
Si 0.0003 -0.0004 -0.0005
Si -0.0005 0.0002 0.0001
Si -0.0004 -0.0002 0.0003
O 0.0011 -0.0053 0.0051
O -0.0039 -0.0029 -0.0089
O 0.005 -0.0018 0.0058
O -0.021 -0.0133 -0.0246
O 0.0003 0 -0.0002
O -0.0001 0.0002 -0.0001
O -0.0001 0 -0.0003
O -0.0001 -0.0002 -0.0003
O 0.0004 -0.0004 0.0005
O -0.0005 0.0002 0.0007
O 0.0007 -0.0007 0.0004
O -0.0005 0.0003 0.0004
O 0.0003 -0.0007 0.0005
O -0.0003 0.0003 0.0008
O -0.0005 0.0004 0.0007
O 0.0006 -0.0006 0.0005
O -0.0013 0.003 -0.0042
O 0.0042 -0.0031 -0.0057
O -0.0043 0.0015 -0.005
O 0.0043 -0.0046 -0.0062
O 0.0186 -0.0022 -0.0318
O -0.0041 0.0031 -0.0064
O -0.0033 0 0.0017
O -0.0453 0.0281 -0.0198
Si 0.0005 -0.0005 0.0004
Si -0.0001 -0.0006 0.0004
Si -0.0001 -0.0006 0.0004
Si -0.0004 -0.0007 0.0007
Si -0.0003 -0.001 0.0004
Si -0.0002 -0.0007 -0.0003
Si 0.0043 -0.0021 0.0005
Si -0.0004 -0.0005 0
Si -0.0001 -0.0003 0.0003
Si 0 -0.0008 -0.0005
Si -0.0078 -0.0095 0.0202
Si -0.0002 -0.0005 0.0002
Si 0 -0.0007 -0.0005
Si -0.0003 0.0001 0.0004
Si -0.0026 0.0018 -0.0024
Si -0.0001 -0.0003 -0.0006
Si -0.0005 -0.0005 0.0003
Si 0.0001 -0.0004 0.0006
Si 0.0005 -0.0008 -0.0005
Si -0.0003 -0.0003 -0.0008
Si -0.0001 -0.0009 0.0006
Si 0.0004 -0.0002 0.0001
Si 0 -0.0006 -0.0003
Si -0.0007 -0.0006 -0.0003
Si 0 -0.0008 -0.0005
Si 0.0001 -0.0004 -0.0001
Si -0.0002 -0.0005 0.0006
Si 0.0012 -0.0019 -0.0002
Si 0 -0.0011 0.0012
Si -0.0003 -0.0003 -0.0006
Si 0.0001 -0.0005 0
Si 0 -0.0004 0.0005
Si 0.0001 -0.0009 -0.0004
Si -0.0006 -0.0007 -0.0002
Si -0.0001 -0.0007 0.0005
Si -0.0021 0.0006 0.0026
Si -0.0021 -0.0027 0.0005
Si 0.0001 -0.0007 0.0006
O -0.0001 -0.0004 0
O 0.0001 -0.0008 -0.0001
O 0 -0.0006 -0.0004
O -0.0007 -0.0005 0.0001
O 0.0002 -0.0007 0.0003
O -0.0011 -0.0007 0.0008
O -0.0003 -0.0005 -0.0001
O 0.0003 0.0001 -0.0004
O 0 -0.001 0.001
O 0.0002 -0.0003 -0.0001
O -0.0006 -0.0003 0.0002
O -0.0003 -0.0008 0.0002
O 0.0002 -0.0007 0.0001
O 0.0003 -0.0003 0.0003
O -0.0004 -0.0008 0.0008
O 0.0001 -0.0005 0
O 0.0008 0.0007 0.0002
O 0 -0.0004 0.0001
O -0.0003 -0.0001 0.0002
O -0.0001 -0.0004 0
O -0.0007 -0.001 0.0024
O -0.0001 -0.0007 -0.0004
O -0.0001 -0.0006 -0.0003
O 0.0001 -0.0007 -0.0004
O 0.0002 -0.0001 -0.0004
O -0.0001 -0.0007 -0.0001
O 0.0021 -0.0015 0.0028
O 0.0002 -0.0004 0.0006
O 0 0.0001 0.0005
O 0 -0.0008 0.0002
O 0.0087 0.0007 0.0096
O -0.0002 -0.0005 0.0007
O 0.0008 0.0012 0.0008
O -0.0001 -0.0008 0.0002
O 0 -0.0006 0.0002
O -0.0003 -0.0005 0.0001
O 0 -0.0008 0.0003
O -0.0002 -0.0003 0.0003
O 0 -0.0005 -0.0001
O 0.0014 -0.0001 0.001
O 0 -0.0001 0.0005
O 0.0002 -0.0006 0.0002
O -0.0005 -0.0007 0.0001
O 0.0004 -0.0003 0.0009
O -0.0001 -0.0008 0.0001
O -0.0015 -0.0001 0.001
O -0.0006 -0.0005 0.0009
O -0.0001 -0.0003 -0.0001
O -0.0001 -0.0006 0.0003
O -0.0001 -0.0006 0.0005
O -0.0002 -0.001 0.0001
O -0.0013 0.0001 0.0006
O 0 -0.0001 0.0003
O -0.0007 -0.0005 0
O -0.0003 -0.0006 -0.0001
O 0.0003 -0.0002 0.0004
O -0.0001 -0.0007 -0.0002
O -0.0005 -0.0009 0.0004
O 0 -0.0004 0.0004
O -0.0003 -0.0005 0
O 0.0004 -0.0002 0.0003
O -0.0009 -0.0103 0.0074
O 0.0003 -0.0001 0.0003
O 0 0.0001 0.0005
O -0.0003 -0.0007 -0.0003
O -0.0007 -0.0002 0.0004
O -0.0001 -0.0009 0
O 0.0001 -0.0006 -0.0001

The program warned: the cutoff lies below the one the program advises for these potential files; the exchange-correlation potential is rough where the density is thin.
